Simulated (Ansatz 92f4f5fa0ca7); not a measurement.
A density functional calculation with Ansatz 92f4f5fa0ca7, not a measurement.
Periodic cell of 462 atoms, Si286O176, from a study of silicon, its oxide and their interface. The atomic structure is a simulated model.
This geometry differs little from another in the collection (a relaxation step or a small displacement).

Settings: functional r2SCAN; potential files Ansatz PAW; basis plane waves; wave-function cutoff 800 eV; density cutoff ratio 5; exchange-correlation grid ratio 1; k mesh 1 x 1 x 1, Gamma-centred; self-consistency stop 1e-10 eV per atom in the density residual; occupations fixed; spin none; net charge 0.

Cell vectors (angstrom)
a 16.3305 0 0
b 0 16.3305 0
c 0 0 29.9564

Atoms and the computed forces on them: element, x, y, z (angstrom), force x, y, z (eV/angstrom)
Si 0.353 -0.098 0.09 0 0 -0.001
Si 3.049 2.458 0.175 -0.001 0.001 -0.002
Si -0.382 5.732 -0.123 0 0 0
Si 2.318 8.542 -0.001 0 0.001 -0.001
Si 0.035 10.736 -0.197 0.001 0 -0.001
Si 2.484 13.939 0.107 0 0 -0.001
Si 5.162 0.189 0.161 0 0 -0.001
Si 7.965 3.072 0.233 0 0 -0.001
Si 5.763 5.347 0.085 -0.001 0.001 -0.002
Si 7.988 8.27 0.693 0 0.001 0
Si 5.842 10.446 0.076 0 0.001 -0.001
Si 8.45 13.23 0.055 0 0 -0.001
Si 11.172 -0.218 -0.096 0 0 -0.001
Si 13.312 2.876 -0.017 0 0 -0.002
Si 11.111 5.144 0.261 0.001 0 -0.002
Si 13.612 7.836 0.056 -0.001 0 -0.001
Si 10.631 10.986 -0.15 0.001 0 -0.001
Si 13.348 13.828 -0.227 0 0 -0.002
Si 1.473 1.353 1.514 0.001 0 0
Si 4.15 4.144 1.349 0 0 0.001
Si 1.237 6.85 1.228 0 0 0
Si 4.022 9.542 1.305 0 0 0.001
Si 1.248 12.276 1.217 0 0.001 0.001
Si 4.031 14.998 1.505 0 0 0
Si 6.788 1.387 1.368 0 0 0
Si 9.492 4.128 1.594 0 0 0.001
Si 6.649 6.769 1.739 0 0 0
Si 9.632 9.609 1.529 0.001 0 0
Si 6.837 12.162 1.365 0 0 0
Si 9.578 14.935 1.237 0 0 0
Si 12.241 1.301 1.342 0 0 0.001
Si 14.972 4.043 1.222 0 0 0
Si 12.241 6.723 1.545 0 0 0
Si 14.861 9.52 1.184 0 0 0
Si 12.218 12.236 1.146 0 0 0
Si 14.953 14.996 1.158 0 0 0.001
Si 0.004 2.754 2.671 0 0 0
Si 2.747 0.002 2.913 0 0.001 0
Si -0.092 8.192 2.642 0 0 0
Si 2.661 5.493 2.609 0 0 -0.001
Si -0.072 13.631 2.615 0 0 0.001
Si 2.676 10.959 2.628 0 0 0.001
Si 5.467 2.764 2.778 0 0 0
Si 8.191 -0.031 2.633 0 0 0
Si 5.234 8.197 2.858 0 0 0
Si 8.156 5.469 2.958 0 0 0
Si 5.461 13.57 2.694 0 0 0
Si 8.179 10.91 2.839 0 0 0
Si 10.878 2.646 2.768 0 0.001 0
Si 13.652 -0.015 2.655 0.001 0 0
Si 10.925 8.168 2.828 0 0 0
Si 13.66 5.338 2.769 0 0 0
Si 10.913 13.586 2.638 0 0 0
Si 13.572 10.906 2.577 0 0 0
Si 1.35 4.126 4.03 0 0 0
Si 4.12 1.409 4.164 0 0 0
Si 1.327 9.54 3.993 0 0 0
Si 3.937 6.786 4.142 0 0 0
Si 1.296 14.94 4.086 0 0 0
Si 4.054 12.255 4.055 0 0 0
Si 6.8 4.055 4.21 0 0 0
Si 9.507 1.3 4.093 0 0 0
Si 6.757 9.52 4.118 0 0 0
Si 9.543 6.849 4.205 0 0 0.001
Si 6.825 14.963 4.034 0 0 0
Si 9.553 12.301 4.106 0.001 0 0
Si 12.257 4.019 4.116 0 0 0
Si 14.977 1.372 4.035 0 0 0
Si 12.305 9.563 4.074 0 0 0
Si 14.97 6.798 4.077 0 0 0
Si 12.274 14.949 4.013 0 0 0
Si 14.936 12.25 3.987 0 0 0
Si -0.016 0.021 5.425 0 0 0
Si 2.703 2.772 5.436 0 0 0
Si 0.013 5.463 5.444 0 0.001 0
Si 2.63 8.187 5.464 0 0 0
Si -0.019 10.895 5.371 0 0 0
Si 2.697 13.609 5.431 0 0 0
Si 5.49 0.005 5.45 0 0.001 0
Si 8.181 2.679 5.501 0 0 0
Si 5.385 5.446 5.475 0 0 0
Si 8.128 8.183 5.499 0 0 0
Si 5.411 10.902 5.449 0 0 0
Si 8.172 13.641 5.449 0 0 0
Si 10.904 -0.041 5.42 0 0 0
Si 13.627 2.688 5.465 0 0 0
Si 10.915 5.425 5.478 0 0 0
Si 13.622 8.168 5.445 0 0 0
Si 10.917 10.905 5.422 0 0 0
Si 13.618 13.608 5.392 0 0 0
Si 1.342 1.402 6.783 0 0 0
Si 4.054 4.081 6.839 0 0 0
Si 1.338 6.804 6.849 0 0 0
Si 4.064 9.518 6.802 0 0 0
Si 1.351 12.225 6.774 0 0 0
Si 4.07 14.995 6.778 0 0 0
Si 6.819 1.349 6.859 0 0 0
Si 9.536 4.078 6.838 0 0 0
Si 6.77 6.795 6.828 0 0 0
Si 9.55 9.543 6.781 0 0 0
Si 6.8 12.259 6.791 0 0 0
Si 9.529 14.979 6.814 0 0 0
Si 12.248 1.333 6.803 0 0 0
Si 14.98 4.09 6.809 0 0 0
Si 12.261 6.803 6.826 0 0 0
Si 14.991 9.527 6.783 0 0 0
Si 12.27 12.266 6.772 0 0 0
Si 14.967 14.979 6.768 0 0 0
Si 0.007 2.749 8.192 0 0 0
Si 2.719 0.061 8.134 0 0 0
Si -0.012 8.165 8.185 0 0 0
Si 2.712 5.429 8.201 0 0 0
Si 0.007 13.616 8.117 0 0 0
Si 2.718 10.883 8.16 0 0 0
Si 5.435 2.728 8.196 0 0 0
Si 8.192 0.014 8.2 0 0 0
Si 5.426 8.156 8.184 0 0 0
Si 8.142 5.44 8.191 0 0 0
Si 5.429 13.626 8.135 0 0.001 0
Si 8.202 10.888 8.127 0 0 0
Si 10.908 2.721 8.179 0 0 0
Si 13.624 -0.007 8.155 0 0 0
Si 10.868 8.157 8.167 0 0.001 0
Si 13.626 5.449 8.193 0 0.001 0
Si 10.905 13.611 8.135 0 0 0
Si 13.619 10.898 8.122 0 0 0
Si 1.361 4.093 9.601 0 0.001 0
Si 4.052 1.402 9.56 0 0 0
Si 1.375 9.509 9.52 0.001 0 0
Si 4.085 6.765 9.547 0 0 0.001
Si 1.368 15.002 9.459 0 0 0
Si 4.09 12.257 9.511 0.001 0 0.001
Si 6.791 4.088 9.574 0 0 0
Si 9.545 1.388 9.557 0 0 0
Si 6.875 9.498 9.482 0 0 0
Si 9.497 6.808 9.561 0 0 0
Si 6.78 14.987 9.499 0 0 0
Si 9.568 12.233 9.485 0 0 0
Si 12.261 4.081 9.555 0 0.001 0
Si 14.967 1.376 9.526 0 0 0
Si 12.26 9.528 9.478 0 0 0
Si 14.985 6.805 9.568 0 0.001 0
Si 12.256 14.973 9.494 0 0 0
Si 14.968 12.267 9.481 0 0 0
Si -0.009 -0.02 10.847 0 0 0
Si 2.724 2.753 11 0 0 0
Si 0.007 5.458 10.975 0 0 0
Si 2.702 8.098 10.872 0 0 0
Si 0.017 10.915 10.819 0 0 0
Si 2.735 13.681 10.841 0 0 0
Si 5.398 -0.001 10.877 0 0 0
Si 8.155 2.726 10.924 0.001 0 0
Si 5.442 5.447 10.971 0 0.001 0.001
Si 8.146 8.152 10.98 0 0 0
Si 5.548 10.884 10.782 0 0 0
Si 8.206 13.633 10.768 0 0 0
Si 10.973 0.054 10.865 0.001 0 0
Si 13.634 2.734 10.931 0 0 0
Si 10.867 5.438 10.898 0 0.001 0
Si 13.625 8.214 10.862 0 0 0
Si 10.906 10.848 10.865 0 0 0
Si 13.574 13.59 10.85 0 0 0
Si 1.359 1.274 12.255 0 0 -0.001
Si 4.068 4.175 12.407 0 -0.001 0
Si 1.332 6.843 12.367 0 0 0.001
Si 4.22 9.422 12.032 0 0 0
Si 1.347 12.326 12.134 0 0 0
Si 4.089 14.972 12.298 0 0 0
Si 6.739 1.35 12.227 0 0 0
Si 9.518 4.075 12.301 0 0 0
Si 6.781 6.778 12.4 0 0 0
Si 9.568 9.526 12.291 0 0 0.001
Si 6.911 12.27 12.134 0 0 0
Si 9.58 14.994 12.089 0 0 0
Si 12.295 1.389 12.321 0 0 0.001
Si 14.998 4.059 12.333 0 0.001 0
Si 12.268 6.838 12.179 0 0 0
Si 14.999 9.597 12.209 0.001 0 0.001
Si 12.263 12.188 12.231 0.001 0 0
Si 14.894 14.987 12.185 0.001 0 0
Si 0.026 2.611 13.65 0 0 0
Si 2.664 -0.087 13.716 0.001 0 0.001
Si -0.004 8.337 13.668 0 0.001 0
Si 2.676 5.556 13.85 0 0 0
Si -0.134 13.584 13.516 0 0 0
Si 2.931 10.939 13.141 0 0 0
Si 5.411 2.688 13.679 0.001 0 0
Si 8.213 -0.026 13.431 0 0 0
Si 5.378 8.187 13.704 0 0 0
Si 8.17 5.404 13.756 0 0 0.001
Si 5.594 13.621 13.523 0 0 0
Si 8.254 10.986 13.588 0 0 0
Si 10.926 2.742 13.678 0 0 0.001
Si 13.632 0.007 13.694 0 0 0
Si 10.962 8.161 13.623 0 0 0
Si 13.631 5.53 13.573 0 0 0
Si 10.86 13.604 13.457 0 0 0
Si 13.682 10.899 13.648 0 0 0
Si 1.562 3.764 14.978 0 0.001 0.002
Si 3.797 1.538 14.988 -0.001 -0.001 0.002
Si 1.628 9.792 14.603 0.001 0.001 0.001
Si 3.602 7.4 15.155 0 0 0.002
Si 0.989 15.025 14.913 0 -0.001 0.002
Si 4.438 11.955 14.617 0.001 0 0.001
Si 7.066 3.705 15.025 0 0 0.001
Si 9.308 1.468 14.83 0 0 0.001
Si 6.634 9.832 14.782 0.001 0 0.001
Si 9.852 6.567 14.939 0 0.001 0.001
Si 7.194 14.751 14.822 0 0 0.001
Si 9.416 12.564 14.968 0.001 0 0.001
Si 12.087 4.399 14.926 0.001 0 0.001
Si 15.258 1.061 15.088 0 0 0.002
Si 12.572 9.315 14.932 0 0.001 0.001
Si 14.747 7.095 14.942 0 0 0.002
Si 12.364 14.705 14.815 0 0 0.001
Si 14.678 12.555 15.052 0 0 0.002
Si 20.444 5.12 21.491 0 0 0
Si 14.768 -16.258 21.562 0 -0.001 0.001
Si -4.224 7.178 25.331 0 0 -0.001
Si 2.658 7.747 27.008 0 0 -0.001
Si 14.228 26.6 21.87 0 -0.001 0
Si -10.666 26.617 20.908 0 0 0.001
Si 6.537 12.234 23.231 0 -0.001 0
Si 19.966 19.913 18.853 0 0 0.002
Si 9.152 1.241 24.967 0 0 -0.001
Si 7.834 24.188 23.713 0.001 0 0
Si 10.926 27.17 17.122 0.001 0 0.002
Si 25.869 5.608 24.818 0 0.001 -0.001
Si 2.845 -9.98 17.831 0 0 0.002
Si 22.355 9.921 27.145 0.001 0.002 -0.001
Si 13.768 2.442 26.806 0 0 -0.002
Si 19.667 26.823 25.857 -0.001 0.001 -0.001
Si 0.521 14.504 26.15 0 0 -0.001
Si 0.121 1.047 27.199 0 0 -0.001
Si 6.025 7.416 21.475 0 0.001 0
Si -4.89 8.754 27.799 0 0 -0.002
Si 3.775 12.533 20.614 0 0 0.001
Si 1.215 15.893 21.245 -0.001 0 0.001
Si 15.93 15.736 19 0 0 0.002
Si 13.551 -4.514 24.552 0 0 -0.001
Si 30.672 21.395 25.285 -0.001 0 -0.001
Si 18.105 14.09 23.562 0 0 -0.001
Si 27.82 17.966 19.227 0 0 0.002
Si 1.261 11.774 19.143 0 0 0.001
Si 16.386 5.462 17.094 0 0 0.003
Si 33.347 5.413 26.881 0 0.001 -0.002
Si 12.519 11.955 19.675 0.001 0 0.002
Si 18.312 -9.623 20.629 0 0.001 0.001
Si 12.052 0.83 24.736 0 0 -0.001
Si 22.238 19.631 23.173 0 0 0
Si 14.88 -4.029 27.357 0 0.001 -0.002
Si -1.327 13.048 18.097 0 0 0.002
Si 8.639 8.645 16.926 0.001 0.001 0.002
Si -10.777 15.064 19.749 0 -0.001 0.001
Si 11.126 0.198 16.789 0.001 0 0.003
Si -3.258 47.336 23.385 -0.001 0 0
Si -8.89 -11.425 26.638 0.001 0 -0.001
Si 7.854 -1.849 21.391 0 0 0.001
Si 16.18 20.769 19.924 0 0 0.002
Si 18.837 11.442 22.965 0 0 0
Si 18.302 28.723 16.233 0 0 0.002
Si 12.578 23.949 22.285 0 0 0
Si 25.174 -12.651 22.887 0 0 0
Si 18.788 2.982 27.22 0 0 -0.005
Si 43.309 11.062 23.777 0 0 0
Si 22.89 19.34 17.872 0 0 0.003
Si 9.401 6.635 28.42 0 0.001 -0.003
Si 24.377 26.806 25.152 -0.001 0.001 -0.001
Si 17.242 9.602 21.035 -0.001 0 0.001
Si 21.837 2.637 26.256 0 0 -0.001
Si 7.951 8.833 19.794 0 0.001 0.002
Si -3.686 2.116 22.02 0 0 0
Si 10.116 8.839 21.716 0.001 0 0.001
Si -10.913 23.165 27.185 0 0 -0.001
Si 22.064 0.198 17.05 0 -0.001 0.002
Si 13.164 2.342 16.87 0 0 0.003
Si 6.732 17.112 21.393 0 0 0.001
Si 27.027 13.447 21.87 0 0 0.001
Si 6.527 16.208 25.553 0 0 -0.002
Si 17.681 1.717 19.355 -0.001 0 0.002
Si 8.687 19.032 19.926 0.001 0 0.001
Si 13.902 4.786 22.154 0 0.001 0
Si 4.657 30.424 24.874 0 0 -0.001
Si 39.789 15.248 28.168 0 0 -0.005
Si 19.496 13.245 27.198 -0.001 0 -0.003
Si 9.216 17.597 28.07 0 0 -0.002
O -8.199 16.473 -1.488 0 0 0.001
O -6.25 2.428 -10.809 0 0 0
O 2.371 3.153 -1.132 0 -0.002 0
O 13.849 -3.211 -1.63 0 0.001 0.001
O -3.709 8.213 -1.189 0.001 0 0.002
O 7.002 9.298 -0.112 0.001 0 0.001
O 6.125 18.246 -7.598 0 0 0
O 4.43 17.168 -13.631 0 0 -0.002
O -5.427 6.083 -4.413 -0.001 0 0.001
O 10.839 10.02 -7.407 0 0 0
O 9.151 2.377 -6.147 0 0 0
O 2.82 11.72 -3.182 0 0.001 0.001
O 4.102 1.319 -0.395 0 0 0.001
O -8.103 5.794 -2.222 0 0.001 0.001
O -6.172 -3.936 -6.969 0 0 0
O 10.955 5.465 -14.49 0 0 0
O 8.854 2.595 -1.052 0 0.001 0.002
O 5.343 6.073 -1.324 0 -0.001 0.002
O 9.746 26.089 -12.701 0 0.001 -0.001
O 23.922 -4.559 -5.617 0 -0.002 -0.001
O 4.926 26.582 -3.951 0 0 0
O 7.749 3.498 -11.091 -0.001 0 -0.001
O 11.279 7.788 -8.621 -0.001 0 0.001
O 17.553 9.652 -0.539 0 0.001 0.001
O 12.256 -1.337 -0.644 0 0.001 0.001
O 6.95 10.101 -10.019 0 0 0
O 12.192 4.03 -0.179 -0.001 0 0.001
O 10.632 0.623 -1.408 0 0 0.001
O 13.607 13.39 -5.769 0 0 0
O 7.801 16.725 -5.236 0 0 0
O 14.766 6.811 -0.507 0 0 0
O 23.211 4.198 -0.254 0 0 -0.001
O 14.109 17.786 -7.929 0 0 0
O 14.087 15.089 -7.755 -0.001 0 0
O 17.692 12.551 -6.709 0 0 0
O 22.054 15.638 -1.094 0 0.001 0.001
O 5.315 6.067 20.969 0 0 0
O 0.636 14.992 20.017 0 0 -0.001
O 7.492 -5.863 26.678 -0.001 0 0
O 23.621 4.13 23.055 0 0 0
O 12.018 18.174 23.473 0 0 0
O 9.501 12.111 29.416 0 0 0.001
O 2.578 8.676 15.354 -0.001 0 0
O 7.801 1.409 20.343 0 0 -0.001
O 2.72 19.024 15.464 0.001 0 -0.001
O 3.851 23.337 16.736 0 0 -0.001
O 6.095 10.979 22.311 0 0 0
O -1.691 18.107 16.46 0.001 -0.001 -0.001
O 6.528 3.971 16.556 0.001 0 -0.001
O 12.143 1.302 16.169 0 0 -0.001
O 12.902 20.129 16.223 -0.001 0.001 -0.001
O 11.632 -1.857 22.689 0 0 0
O 8.234 18.927 15.29 0 0 -0.001
O 8.977 8.222 22.651 -0.001 0.002 0.001
O 11.558 11.227 18.568 0 0 -0.001
O 5.497 10.902 15.297 0.001 0 -0.001
O 5.147 3.135 18.622 0.002 0 0
O 7.076 14.496 19.951 0 0 -0.001
O 10.258 12.082 16.299 -0.001 0.001 -0.001
O 8.281 13.667 15.427 0 0 -0.001
O 17.699 -2.425 16.081 0 0.001 -0.002
O 9.433 -2.111 21.227 0 0 0
O 11.822 1.436 20.795 0 0 -0.001
O 6.511 -9.082 23.015 0 0 0
O 9.653 10.484 24.929 -0.001 0 0.001
O 19.409 10.824 24.316 0 -0.001 0.002
O 16.992 4.206 16.272 0.001 -0.001 -0.002
O 25.427 3.45 21.308 0 0 0
O 21.461 8.777 21.266 0 0 0
O 5.46 16.404 20.67 0 0 0
O 15.344 14.649 17.96 0 0 -0.001
O 15.3 6.296 16.25 0 0.001 -0.001
O -1.957 4.666 23.706 0 0 0
O 12.744 2.371 18.453 0.001 0 -0.001
O 29.071 3.706 21.831 0 0 0
O 1.959 10.219 22.091 0 0 0
O 8.556 6.876 24.749 0.001 0 0
O -2.762 18.712 28.407 0 0.001 0.003
O 13.518 6.431 25.55 0 0 0.001
O 6.628 3.544 27.014 0 0 0
O 8.763 23.472 29.784 -0.001 0 0.001
O 5.253 15.552 18.248 0 0.001 -0.001
O 8.646 20.842 25.629 -0.001 0 0.001
O 2.615 18.687 18.589 0.001 0 0
O 10.021 24.284 27.728 0 -0.001 0.001
O 3.672 -4.045 22.208 0 0 0
O 25.605 7.331 16.254 0 -0.001 -0.001
O 16.737 2.92 19.889 0 0 0
O -9.123 13.322 22.277 -0.001 0 0
O 15.757 10.049 21.432 0 0 0.001
O 7.414 9.217 16.062 -0.001 0.001 -0.001
O 8.018 24.557 18.327 0 -0.001 -0.001
O 25.488 18.052 26.523 0 0 0.002
O 17.622 6.479 17.372 0 0 -0.001
O 7.568 -0.416 22.106 -0.001 0 0
O 17.328 21.827 20.277 0 0 0
O 12.094 -6.186 16.251 0.001 0 -0.001
O 25.73 -7.024 20.348 -0.001 0 -0.001
O 38.241 19.281 24.691 0 -0.001 0
O 17.525 11.138 15.493 0 -0.001 0
O 1.993 11.935 17.747 0 0.001 -0.001
O 34.709 14.968 22.235 0 0 0
O 14.258 27.372 23.307 0 0 0
O 5.513 -5.587 28.456 0.001 0 0.002
O 4.608 11.224 20.104 0 0.001 0
O -2.773 12.861 18.806 0 0.001 -0.001
O 13.629 3.919 26.173 -0.001 -0.001 0.001
O 0.134 5.17 28.388 -0.001 0 0.002
O 16.253 17.213 28.803 0.001 0 0.002
O 26.131 21.234 23.38 0 0 0
O -1.202 12.332 16.632 0 0 -0.001
O 21.751 15.503 24.617 0 0 0.001
O 19.244 6.163 21.853 0 0 0
O 4.003 2.867 26.779 0 0 0.001
O 18.838 9.169 26.269 0 -0.001 0.001
O -0.066 32.243 26.601 0.001 0 0
O -3.024 6.249 21.914 -0.001 0 0
O 3.233 -11.546 17.865 0.001 0 0
O 13.626 8.172 15.471 0 0 0
O 15.074 4.528 21.083 0 0 0
O 18.143 4.302 26.557 0 0 0.002
O 2.958 -8.382 28.586 0 0 0.002
O 21.707 29.234 24.101 -0.001 0 0.001
O 6.278 5.93 26.147 0 0 0
O 15.296 18.298 26.553 0 0 0.001
O 3.519 12.541 15.817 0 0 0
O 7.365 23.91 20.611 0 0 0
O 10.507 16.692 24.879 0 0 0.001
O 19.495 14.197 24.334 0 -0.001 0
O 32.182 -11.042 25.784 0.001 0 0.001
O 10.625 21.985 28.748 0.001 0.001 0.002
O 26.019 0.638 16.202 -0.001 0 -0.001
O 33.872 10.214 19.567 -0.001 0.001 0
O 12.018 11.322 24.572 0 0 0.001
O 19.65 13.328 28.799 -0.001 0.001 0.001
O 16.093 28.694 19.081 0 0 0
O 32.66 16.207 15.526 0 0 -0.001
O 20.835 13.915 20.207 0 0.001 -0.001
O 6.695 17.754 17.512 -0.001 0 0
O 17.651 23.224 26.76 0.001 0 -0.001
O 3.549 4.103 20.376 0 -0.001 -0.001
O -15.73 14.605 24.535 0 0 0.002
O 23.348 -1.264 26.58 0 0 0.001
O -0.43 -2.997 26.681 0 0 0
O 1.971 17.167 20.588 -0.001 0 -0.001
O 6.058 24.643 27.376 0.001 0.001 0
O 16.29 16.479 22.075 0 0 0.001
O 0.442 0.698 18.438 0 0 0
O 12 8.493 26.288 0 0 0.002
O 15.687 11.264 28.341 0 0 0.001
O 11.227 16.575 18.407 0 0 -0.001
O 13.625 8.801 22.072 0 0 0
O 18.302 -2.088 26.785 0 0 0
O 11.588 -1.222 16.209 0 0 -0.001
O 20.291 6.944 26.493 0.001 0.001 0.001
O 1.123 -8.325 21.029 0 0 0
O 12.032 7.667 23.805 0 0 0.001
O -0.655 4.877 18.435 0 0.001 -0.001
O 2.925 7.002 19.319 0 0 -0.001
O 31.041 16.287 19.936 0.001 0 0
O 2.231 12.571 20.154 -0.001 -0.001 0
O 13.388 27.33 20.674 0 0 0
O 17.744 15.08 29.523 -0.001 0 0.002
O 23.7 25.498 24.502 0 -0.001 0.003
O 4.662 20.527 22.685 0 0 0
O 12.974 15.878 24.449 0 0 0
O 14.157 11.587 26.062 0.001 0 0.001
O 29.781 13.599 15.288 -0.001 0.001 -0.001
O 22.221 17.409 26.436 0 0 0.001
O 17.904 1.673 26.826 0 -0.001 0.002
O 22.876 -0.759 16.053 0 0 0
O 28.982 1.53 26.064 0 0 0.001
O 7.703 13.857 28.712 0.001 -0.001 0.002
O 11.551 45.468 20.653 0 0 0
O 11.104 10.246 28.395 -0.001 0 0.001
O 20.853 13.731 26.455 0 0 0.001

Results
free energy: -283322.797 eV
free energy less fixed offsets of O -570.45, Si -639.56 eV per atom: -9.437 eV

The program warned: the cutoff lies below the one the program advises for these potential files; the forces do not sum to zero within the program's tolerance; empty levels may hold ghost states of the PAW files; the exchange-correlation potential is rough where the density is thin.
